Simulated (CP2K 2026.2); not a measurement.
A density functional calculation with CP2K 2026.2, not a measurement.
Periodic cell of 1024 atoms, Si736O288, from a study of silicon, its oxide and their interface. The atomic structure is a simulated model.
Doubt: the forces sum to 3.26 eV/angstrom along one axis rather than to zero, so they err by at least 0.0032 eV/angstrom per atom on average; the grid cutoff is modest.

Settings
functional: PBE
method: Gaussian and plane waves
basis set: DZVP-MOLOPT-SR-GTH
pseudopotentials: GTH-PBE
grid cutoff: 350 Ry, relative cutoff 50 Ry
k points: Gamma only
occupations: fixed
spin: none
net charge: 0

Cell vectors (angstrom)
a	30.7742	0	0
b	0	15.3871	0
c	-1.8976	-5.8758	38.3423

Atoms: element, x, y, z (angstrom)
Si	25.3262	9.4594	29.982
Si	25.8291	-1.5308	29.468
Si	25.1988	1.5804	30.0136
Si	25.4274	6.3505	29.3891
Si	28.4841	9.9195	30.2022
Si	28.8675	-2.3831	29.4917
Si	28.1155	2.4915	29.5539
Si	28.5182	5.5859	29.4381
Si	2.5152	9.4699	30.2745
Si	2.922	-1.7473	29.7898
Si	2.5506	1.3978	29.589
Si	2.4039	6.4119	29.4292
Si	5.5914	10.0253	30.3981
Si	5.9752	-2.3462	30.3166
Si	5.4425	2.275	30.0273
Si	5.323	5.3572	29.495
Si	-1.1677	9.5772	32.2562
Si	-1.0491	-1.9443	32.4483
Si	-1.2635	1.8626	32.3299
Si	-1.1866	5.7644	32.4217
Si	1.2806	9.5552	32.2729
Si	1.3453	-2.0432	32.4483
Si	1.1358	1.8322	32.2502
Si	1.2174	5.7238	32.2618
Si	6.5257	9.5534	32.4675
Si	6.6062	-2.0526	32.5091
Si	6.4335	1.8846	32.1903
Si	6.4497	5.7288	32.4167
Si	8.9013	9.486	32.4909
Si	8.9777	-2.0711	32.5385
Si	8.839	1.7903	32.2787
Si	8.8621	5.6508	32.2349
Si	29.0572	-3.9233	33.5699
Si	29.007	-0.0485	33.6212
Si	28.977	3.7905	33.5679
Si	29.0332	7.6988	33.6075
Si	1.9082	-3.9812	33.628
Si	1.9062	-0.0373	33.5326
Si	1.879	3.7628	33.4347
Si	1.8692	7.6288	33.5309
Si	5.9808	-3.9444	33.7389
Si	5.926	-0.042	33.5225
Si	5.9089	3.7437	33.5678
Si	5.9263	7.6272	33.6718
Si	9.605	-4.0044	33.6961
Si	9.5501	-0.066	33.6014
Si	9.5351	3.7246	33.4599
Si	9.5634	7.5165	33.5728
Si	27.0138	-3.9729	34.7787
Si	26.9857	-0.1035	34.8283
Si	26.9706	3.7438	34.7989
Si	26.9777	7.6308	34.7759
Si	0.0774	-3.9389	35.0897
Si	0.0952	-0.0525	35.0515
Si	0.084	3.7698	34.9879
Si	0.0892	7.6409	35.0672
Si	3.9214	-3.959	34.8751
Si	3.9179	-0.0601	34.7898
Si	3.8724	3.7453	34.7673
Si	3.8745	7.6186	34.825
Si	7.8016	-3.9645	35.1961
Si	7.7269	-0.0662	35.0665
Si	7.7602	3.7423	35.0217
Si	7.7791	7.5583	35.1079
Si	27.0061	9.5181	36.2056
Si	26.9979	-2.0464	36.1839
Si	26.9955	1.8257	36.2045
Si	26.9888	5.686	36.1633
Si	0.0897	9.5354	36.4178
Si	0.0881	-1.9909	36.3688
Si	0.0933	1.8679	36.3629
Si	0.0802	5.6824	36.3402
Si	3.9153	9.5102	36.2533
Si	3.9161	-1.9945	36.1991
Si	3.9148	1.8446	36.1969
Si	3.8968	5.6661	36.178
Si	7.7968	9.473	36.4463
Si	7.7701	-1.99	36.4082
Si	7.7678	1.8417	36.3836
Si	7.7625	5.6301	36.3895
Si	28.8862	9.5114	37.6544
Si	28.8874	-2.02	37.6285
Si	28.894	1.8342	37.6288
Si	28.8825	5.6704	37.6082
Si	2.044	9.5273	37.6913
Si	2.0449	-2.0036	37.6538
Si	2.0448	1.8391	37.6524
Si	2.0325	5.6722	37.6394
Si	5.8116	9.4896	37.6787
Si	5.7971	-2.0158	37.6572
Si	5.8	1.8353	37.646
Si	5.7848	5.6477	37.6369
Si	9.7769	9.4895	37.6692
Si	9.7672	-2.0254	37.625
Si	9.7492	1.7998	37.6268
Si	9.7515	5.6312	37.6263
Si	0.0485	1.9007	11.5835
Si	0.0501	5.7875	11.5208
Si	0.0392	9.6707	11.5683
Si	0.0589	13.4669	11.6112
Si	3.8774	1.9079	11.5414
Si	3.9116	5.7699	11.5151
Si	3.9055	9.6331	11.5443
Si	3.8889	13.444	11.5967
Si	7.7726	1.8986	11.5061
Si	7.7798	5.7408	11.5277
Si	7.773	9.5794	11.4981
Si	7.7476	13.4285	11.574
Si	11.6664	1.8806	11.5249
Si	11.6338	5.7426	11.5215
Si	11.6593	9.5889	11.5233
Si	11.6057	13.4262	11.5769
Si	28.8886	1.9025	12.945
Si	28.9034	5.8377	12.8768
Si	28.8894	9.6779	12.9471
Si	28.9116	-1.8907	12.9848
Si	1.9728	1.8953	12.953
Si	1.9807	5.7673	12.8596
Si	1.9755	9.6933	12.9137
Si	1.9746	-1.9461	13.0029
Si	5.8327	1.8626	12.8379
Si	5.8412	5.7673	12.8628
Si	5.8603	9.578	12.8599
Si	5.8181	-1.9618	12.9519
Si	9.7281	1.943	12.8214
Si	9.7198	5.7135	12.8812
Si	9.7173	9.5714	12.818
Si	9.6739	13.395	12.9393
Si	28.8784	0.0075	14.4039
Si	28.8847	3.8993	14.1813
Si	28.9192	7.7469	14.289
Si	28.8533	11.592	14.3654
Si	1.9866	-0.0229	14.3681
Si	1.9549	3.8655	14.2522
Si	1.9666	7.7237	14.155
Si	1.9845	11.5386	14.4291
Si	5.7755	-0.0049	14.276
Si	5.8604	3.7979	14.1273
Si	5.8501	7.6823	14.2443
Si	5.8622	11.4509	14.2604
Si	9.6884	0.0409	14.1429
Si	9.7621	3.8059	14.2726
Si	9.7495	7.6658	14.1674
Si	9.6691	11.3978	14.2651
Si	0.0682	0.1515	15.747
Si	-0.0249	3.9737	15.5714
Si	0.1333	7.7476	15.6026
Si	-0.0136	11.4455	15.7784
Si	3.9067	-0.0665	15.7586
Si	3.9658	3.7824	15.4801
Si	3.8473	7.6936	15.511
Si	4.0245	11.4087	15.6997
Si	7.7779	0.0379	15.4841
Si	7.7568	3.8048	15.4947
Si	7.8567	7.6766	15.5078
Si	7.7573	11.4096	15.6581
Si	11.518	-0.0786	15.6075
Si	11.7017	3.7978	15.6878
Si	11.5898	7.6256	15.6321
Si	11.5214	11.4727	15.7286
Si	0.0543	2.1249	16.9837
Si	0.0436	5.8691	16.9663
Si	0.1008	9.5458	17.1317
Si	0.1433	-1.33	17.5533
Si	3.8323	1.9862	17.0018
Si	3.9391	5.7299	16.7452
Si	3.9233	9.4525	17.0743
Si	4.4107	-2.0778	17.019
Si	7.7363	1.9451	16.9029
Si	7.8249	5.7361	16.7891
Si	7.773	9.4294	17.0736
Si	8.2552	-1.9123	16.6995
Si	11.6795	1.7945	16.9823
Si	11.662	5.7504	17.0815
Si	11.6551	9.49	17.0743
Si	10.7144	-1.9354	16.841
Si	28.9252	2.2091	18.3676
Si	28.8635	6.5995	18.1541
Si	28.8623	9.0155	18.2685
Si	29.2039	-0.3305	20.0377
Si	1.9429	2.8427	18.1903
Si	2.0649	5.2733	18.0537
Si	2.0677	9.9671	18.4687
Si	2.7994	-2.3042	18.6565
Si	5.7886	1.6485	18.2274
Si	5.8762	6.2517	17.9493
Si	5.8253	8.6699	18.2221
Si	6.4694	-1.5139	18.1795
Si	9.7126	2.143	18.1297
Si	9.6454	5.2947	18.2366
Si	9.7289	9.7031	18.418
Si	10.3896	-2.9442	19.4907
Si	0.2796	8.5646	25.49
Si	-0.0085	0.0563	25.4217
Si	-1.0932	4.5343	25.5927
Si	1.405	8.9737	21.391
Si	6.0691	10.9947	22.216
Si	25.808	3.7145	23.2242
Si	3.5513	-0.7923	21.2512
Si	6.0104	5.7268	20.941
Si	1.5198	5.9909	26.4731
Si	5.9978	1.1331	21.0436
Si	5.9471	8.6631	20.5615
Si	11.6736	10.87	26.1338
Si	8.8305	-0.5188	23.072
Si	10.5446	2.9951	25.5145
Si	13.6185	7.7531	23.3277
Si	2.0997	1.9142	21.2249
Si	1.5346	5.9093	20.9218
Si	2.5294	10.0823	24.1127
Si	7.7509	-2.3216	20.9296
Si	9.0015	1.1744	20.8733
Si	8.4809	1.9867	27.5268
Si	14.3595	5.4745	21.2652
Si	9.0826	8.7034	21.2754
Si	2.203	-4.0421	27.8909
Si	29.1716	7.9254	27.8234
Si	28.7897	3.5373	23.0287
Si	4.8113	-0.4305	25.7474
Si	3.8864	4.1982	25.5243
Si	27.4152	6.841	25.7046
Si	4.4505	9.6883	26.2819
Si	3.6942	4.2216	22.3692
Si	7.4577	9.8519	26.4495
Si	12.5805	-3.0145	21.4284
Si	13.0394	1.7341	26.7581
Si	8.4895	10.3356	23.7239
Si	6.65	1.5069	23.9678
Si	10.5454	-2.7326	23.9136
Si	2.5275	1.4966	26.5464
Si	24.9899	5.1249	26.6661
Si	-0.4059	1.0059	22.5351
Si	29.2116	10.0379	21.2896
Si	9.1027	5.8565	21.2605
Si	-0.357	-2.6372	26.906
Si	5.9885	7.9273	28.0282
Si	6.5549	-0.1504	28.2358
Si	9.4386	-3.9636	28.1855
Si	6.9199	3.9531	25.8988
Si	3.9022	-2.5713	23.6452
Si	9.837	9.335	30.4144
Si	10.1134	-1.5173	29.6767
Si	9.7938	1.5993	30.1778
Si	9.8396	6.4331	29.3626
Si	12.7841	9.7084	29.8848
Si	13.0398	-2.5204	29.5202
Si	12.639	2.4445	29.6286
Si	12.9077	5.5692	29.5114
Si	17.8171	9.277	30.133
Si	17.9604	-1.8805	30.2626
Si	17.6698	1.2326	30.0217
Si	17.6866	6.2243	29.3579
Si	21.037	9.7584	30.1007
Si	20.9761	-2.5841	30.2306
Si	20.4389	2.2471	29.5762
Si	20.7488	5.3076	29.3882
Si	14.4668	9.4128	32.3567
Si	14.3979	-2.0812	32.2589
Si	14.2677	1.7896	32.1813
Si	14.2242	5.6531	32.4229
Si	16.8797	9.4244	32.3081
Si	16.7878	-2.1164	32.2958
Si	16.6647	1.6943	32.1416
Si	16.6447	5.5775	32.2587
Si	21.9361	9.4689	32.2528
Si	22.0525	-2.113	32.2512
Si	21.996	1.7804	32.3082
Si	21.939	5.6019	32.369
Si	24.3439	9.5179	32.152
Si	24.5049	-2.0872	32.3033
Si	24.4154	1.7523	32.2418
Si	24.3683	5.6541	32.2963
Si	13.7211	-4.0116	33.4833
Si	13.655	-0.1432	33.4323
Si	13.636	3.6596	33.5204
Si	13.6986	7.5753	33.6411
Si	17.3725	-4.0221	33.5502
Si	17.2891	-0.1564	33.5062
Si	17.2975	3.6243	33.4186
Si	17.341	7.4803	33.5357
Si	21.4261	-3.9995	33.5465
Si	21.3803	-0.1821	33.4797
Si	21.3628	3.6725	33.5821
Si	21.3628	7.5624	33.5397
Si	24.9906	-4.0274	33.5284
Si	24.9932	-0.1341	33.5444
Si	24.9933	3.7017	33.4842
Si	24.9752	7.6177	33.4755
Si	11.696	-4.0035	34.7898
Si	11.6368	-0.1122	34.7419
Si	11.5827	3.6933	34.7273
Si	11.6183	7.5632	34.7926
Si	15.519	-4.0062	35.0115
Si	15.4573	-0.1452	34.9789
Si	15.4966	3.6592	34.9679
Si	15.542	7.5288	35.0686
Si	19.3885	-3.9901	34.7749
Si	19.3359	-0.1557	34.7244
Si	19.3	3.6693	34.7424
Si	19.3467	7.5305	34.7837
Si	23.2061	-4.0046	35.0535
Si	23.1662	-0.1545	35.0166
Si	23.2034	3.6977	35.0264
Si	23.1899	7.5773	35.0115
Si	11.6445	9.4748	36.1995
Si	11.6433	-2.0455	36.1466
Si	11.6228	1.7943	36.1602
Si	11.6192	5.6146	36.1494
Si	15.5121	9.4711	36.3599
Si	15.4768	-2.0666	36.3169
Si	15.4757	1.7627	36.3255
Si	15.4974	5.5767	36.3301
Si	19.343	9.4693	36.1675
Si	19.3364	-2.0607	36.155
Si	19.3242	1.7572	36.146
Si	19.3268	5.5972	36.1531
Si	23.1851	9.4719	36.376
Si	23.1804	-2.0663	36.3543
Si	23.1774	1.7734	36.3473
Si	23.185	5.6415	36.3275
Si	13.5359	9.4634	37.623
Si	13.5175	-2.0593	37.6041
Si	13.5112	1.7906	37.6038
Si	13.5149	5.6078	37.5913
Si	17.4689	9.4821	37.6277
Si	17.4436	-2.0609	37.5948
Si	17.4421	1.7627	37.5996
Si	17.4542	5.6069	37.6128
Si	21.2121	9.4733	37.6281
Si	21.2089	-2.0579	37.6172
Si	21.2027	1.7841	37.6066
Si	21.2122	5.62	37.5995
Si	25.1359	9.5029	37.6554
Si	25.1313	-2.0428	37.6417
Si	25.1225	1.8016	37.6467
Si	25.1285	5.6623	37.6295
Si	15.4535	1.8622	11.5982
Si	15.4562	5.7129	11.5485
Si	15.4418	9.5991	11.5913
Si	15.4441	13.4094	11.5829
Si	19.2532	1.8863	11.558
Si	19.2856	5.7273	11.5278
Si	19.2752	9.602	11.5358
Si	19.2751	13.4325	11.5707
Si	23.1259	1.9244	11.5122
Si	23.1227	5.7635	11.5137
Si	23.1167	9.5985	11.4931
Si	23.1484	13.4599	11.5381
Si	27.0098	1.9506	11.5166
Si	26.9822	5.7972	11.5196
Si	27.0043	9.639	11.5236
Si	27.004	13.4677	11.5772
Si	13.5381	1.8215	12.978
Si	13.5368	5.7587	12.9066
Si	13.5216	9.5978	12.9789
Si	13.5256	-1.9599	12.9567
Si	17.3623	1.8596	12.9939
Si	17.3798	5.6737	12.9072
Si	17.3785	9.6213	12.9383
Si	17.3538	-1.9793	12.9651
Si	21.1961	1.8896	12.867
Si	21.2057	5.7517	12.8826
Si	21.207	9.5629	12.8692
Si	21.2242	-1.9476	12.8926
Si	25.0732	2.01	12.8283
Si	25.0467	5.7851	12.8641
Si	25.0497	9.6379	12.8147
Si	25.0682	-1.9275	12.9178
Si	13.5602	-0.1066	14.4136
Si	13.5239	3.8162	14.2201
Si	13.5632	7.6541	14.3332
Si	13.4652	11.5379	14.3508
Si	17.3292	-0.0872	14.3684
Si	17.3964	3.7897	14.3601
Si	17.3711	7.633	14.1849
Si	17.3723	11.5175	14.3844
Si	21.1737	-0.0165	14.2428
Si	21.222	3.8114	14.2051
Si	21.1654	7.6577	14.2663
Si	21.2448	11.4847	14.1987
Si	25.1008	0.098	14.1354
Si	25.0371	3.8962	14.2631
Si	25.0339	7.7363	14.1592
Si	25.0249	11.4838	14.2493
Si	15.4806	-0.0873	15.8846
Si	15.3782	3.8494	15.6162
Si	15.5542	7.6653	15.6359
Si	15.378	11.5215	15.7222
Si	19.2823	-0.1525	15.6724
Si	19.4015	3.736	15.6675
Si	19.2024	7.5866	15.6098
Si	19.4214	11.4664	15.6326
Si	23.183	0.0626	15.4374
Si	23.0854	3.8613	15.6137
Si	23.1401	7.7119	15.5377
Si	23.1018	11.4776	15.6269
Si	26.876	0.0837	15.6965
Si	27.004	3.9561	15.5655
Si	26.9157	7.7862	15.5397
Si	26.8718	11.6271	15.7045
Si	15.371	2.0022	17.0577
Si	15.4708	5.7491	17.0128
Si	15.5132	9.5768	17.0311
Si	15.6617	-2.0865	17.2782
Si	19.5293	1.7573	17.0106
Si	19.2934	5.6688	17.0217
Si	19.2648	9.514	16.9541
Si	19.6364	-2.056	17.0826
Si	23.2373	1.9045	16.9203
Si	23.0929	5.8337	16.9196
Si	23.0457	9.5252	17.0327
Si	23.4963	-1.8559	16.7182
Si	27.0382	2.0836	16.9718
Si	26.9824	5.8975	16.9132
Si	26.9585	9.6418	16.9964
Si	25.9716	-1.8064	16.8467
Si	13.5302	1.6302	18.4746
Si	13.6033	6.4285	18.3062
Si	13.6256	8.8837	18.2757
Si	14.3701	-1.163	19.8751
Si	17.0545	2.7092	18.5121
Si	17.3655	5.1005	18.2607
Si	17.4382	10.1539	18.3081
Si	17.7284	-2.7601	18.307
Si	21.4468	1.176	18.2286
Si	21.1962	6.4406	18.1965
Si	21.0939	8.9152	18.2719
Si	21.6963	-1.2605	18.2203
Si	25.1203	2.3733	18.2351
Si	25.049	5.534	18.1986
Si	25.0121	9.7908	18.3081
Si	25.5028	-2.8457	19.4886
Si	15.7627	8.2822	25.6457
Si	14.6823	-0.4868	25.6229
Si	15.4475	3.1494	25.762
Si	17.2836	9.1387	20.4638
Si	21.4699	11.4704	22.8771
Si	10.1914	3.2847	22.3749
Si	17.3112	-1.2569	21.0305
Si	21.8918	6.7738	20.9689
Si	16.9813	5.6204	26.4188
Si	21.6481	2.4794	21.1448
Si	20.2446	9.1751	21.2629
Si	27.6422	-3.8248	25.8598
Si	23.9021	-0.2429	23.1256
Si	25.7258	2.3778	25.8305
Si	28.3237	9.0098	24.0218
Si	17.4062	1.6812	21.3318
Si	17.3064	5.8899	20.4358
Si	17.9369	10.4745	25.421
Si	22.8829	-2.1264	20.9813
Si	24.6524	2.0516	21.142
Si	23.4922	1.6256	27.574
Si	29.4594	4.7387	20.2888
Si	24.5828	7.6794	20.4071
Si	17.0585	-3.8514	28.0826
Si	13.5425	7.7294	27.6322
Si	13.0843	2.7071	21.3409
Si	19.6301	-0.181	25.6208
Si	19.6409	5.2131	24.9939
Si	11.4498	7.8208	25.3664
Si	20.1261	8.1868	25.37
Si	19.3245	4.0864	22.0313
Si	23.062	8.2224	25.2068
Si	27.7333	-2.7557	21.2987
Si	28.5299	1.7817	26.6423
Si	23.8178	11.0908	24.883
Si	21.7104	1.4782	23.9764
Si	25.9641	-2.4177	23.9032
Si	17.0439	0.9974	26.9769
Si	9.4058	5.7176	26.3343
Si	14.9829	1.4364	23.2875
Si	14.3196	9.8962	21.2375
Si	24.0938	6.386	22.9172
Si	14.2421	-3.1185	26.8598
Si	21.6947	7.6864	27.8101
Si	21.3043	-0.2861	28.0238
Si	25.1542	-3.8255	27.6375
Si	22.2985	3.82	25.7966
Si	18.7408	-2.4799	23.5922
Si	0.0244	13.4554	0.6543
Si	0.0269	1.9344	0.6567
Si	0.0269	5.7805	0.6482
Si	0.021	9.6301	0.6466
Si	3.9304	13.461	0.675
Si	3.9369	1.9494	0.6809
Si	3.93	5.7897	0.6719
Si	3.9296	9.6322	0.6696
Si	7.7155	13.4371	0.6745
Si	7.7191	1.9241	0.666
Si	7.7136	5.782	0.6673
Si	7.7075	9.6175	0.675
Si	11.6486	13.4264	0.6579
Si	11.6419	1.9222	0.6507
Si	11.6441	5.7597	0.6556
Si	11.6394	9.5929	0.6531
Si	15.4328	13.4086	0.626
Si	15.4253	1.8904	0.6277
Si	15.424	5.7401	0.6269
Si	15.4231	9.5795	0.6345
Si	19.3369	13.4183	0.6269
Si	19.3364	1.8999	0.6329
Si	19.3309	5.7279	0.6317
Si	19.3365	9.5629	0.6293
Si	23.113	13.4196	0.6337
Si	23.1123	1.8951	0.6405
Si	23.1157	5.7425	0.6374
Si	23.1163	9.5825	0.6324
Si	27.0179	13.4508	0.6609
Si	27.0149	1.916	0.6662
Si	27.0195	5.7559	0.6623
Si	27.0103	9.6115	0.6491
Si	1.9741	13.4616	1.9968
Si	1.9765	1.9335	1.9983
Si	1.9736	5.7768	1.9964
Si	1.9715	9.6257	1.9911
Si	5.8249	13.4542	2.0629
Si	5.8324	1.9285	2.0635
Si	5.825	5.7772	2.0614
Si	5.8192	9.6181	2.0649
Si	9.6857	13.4382	1.9871
Si	9.684	1.9157	1.9846
Si	9.6813	5.7589	1.9864
Si	9.6801	9.6025	1.9875
Si	13.5463	13.4242	2.0329
Si	13.5386	1.9004	2.0308
Si	13.5406	5.7465	2.0353
Si	13.5355	9.5859	2.035
Si	17.3833	13.4211	1.9625
Si	17.3785	1.8924	1.9628
Si	17.3758	5.736	1.9661
Si	17.3809	9.579	1.9639
Si	21.2217	13.4258	2.0264
Si	21.221	1.8983	2.0318
Si	21.2213	5.7385	2.0274
Si	21.2234	9.5808	2.026
Si	25.0586	13.4435	1.9819
Si	25.0578	1.9095	1.9879
Si	25.0611	5.7533	1.9865
Si	25.0596	9.6007	1.9823
Si	28.9104	13.4562	2.0471
Si	28.9116	1.9253	2.0488
Si	28.9146	5.7703	2.0466
Si	28.9048	9.6171	2.0383
Si	1.9803	0.0029	3.3586
Si	1.979	3.8523	3.3685
Si	1.977	7.7019	3.3607
Si	1.9783	11.542	3.3673
Si	5.8306	-0.0033	3.4066
Si	5.8314	3.8502	3.414
Si	5.8261	7.6942	3.4171
Si	5.8279	11.5364	3.4178
Si	9.684	-0.0169	3.3471
Si	9.6825	3.8341	3.3596
Si	9.6819	7.6789	3.3591
Si	9.6857	11.5209	3.3628
Si	13.5348	-0.0304	3.3772
Si	13.5366	3.8201	3.3873
Si	13.535	7.6663	3.3914
Si	13.5375	11.5069	3.39
Si	17.3767	-0.0357	3.3279
Si	17.3746	3.8124	3.3384
Si	17.3759	7.66	3.3378
Si	17.3805	11.5025	3.337
Si	21.2184	-0.0315	3.3785
Si	21.2196	3.8198	3.3886
Si	21.2196	7.6621	3.3847
Si	21.218	11.5064	3.3826
Si	25.0591	-0.0171	3.3505
Si	25.061	3.8323	3.3595
Si	25.0622	7.6792	3.3542
Si	25.0591	11.5243	3.354
Si	28.9114	-0.0028	3.3951
Si	28.9134	3.8473	3.4015
Si	28.9095	7.6959	3.3955
Si	28.9072	11.5353	3.3979
Si	0.0688	0.0021	4.739
Si	0.068	3.8475	4.7493
Si	0.0666	7.7008	4.7412
Si	0.0639	11.5424	4.7419
Si	3.8931	-0.0024	4.7429
Si	3.8932	3.8441	4.7509
Si	3.8874	7.6943	4.75
Si	3.8915	11.5386	4.7508
Si	7.7728	-0.0131	4.7374
Si	7.7702	3.835	4.7478
Si	7.7699	7.6828	4.7469
Si	7.7704	11.5282	4.7454
Si	11.6017	-0.0275	4.7241
Si	11.604	3.82	4.733
Si	11.601	7.6691	4.7352
Si	11.6056	11.513	4.7351
Si	15.4679	-0.0329	4.717
Si	15.4674	3.8124	4.7289
Si	15.4691	7.664	4.7283
Si	15.471	11.5055	4.7255
Si	19.2826	-0.0321	4.719
Si	19.2821	3.8155	4.7271
Si	19.2834	7.6635	4.726
Si	19.2858	11.5089	4.7264
Si	23.1464	-0.0192	4.7301
Si	23.1469	3.8278	4.7385
Si	23.1477	7.6756	4.7344
Si	23.1449	11.5224	4.7327
Si	26.9744	-0.0057	4.7313
Si	26.9786	3.8413	4.7386
Si	26.9764	7.6901	4.7362
Si	26.9737	11.5355	4.7348
Si	0.0634	13.4674	6.0992
Si	0.0657	1.9196	6.1069
Si	0.0671	5.7769	6.0999
Si	0.0635	9.6235	6.1037
Si	3.8975	13.4634	6.1074
Si	3.8982	1.9154	6.1105
Si	3.8908	5.7684	6.1095
Si	3.8977	9.6172	6.1121
Si	7.767	13.4524	6.1037
Si	7.7658	1.9051	6.1061
Si	7.7675	5.757	6.1087
Si	7.7664	9.6066	6.1078
Si	11.6093	13.4389	6.0919
Si	11.6056	1.8911	6.0934
Si	11.6122	5.7426	6.0953
Si	11.6081	9.5914	6.0993
Si	15.4635	13.4327	6.0813
Si	15.4606	1.884	6.087
Si	15.465	5.7381	6.0856
Si	15.4625	9.5867	6.0915
Si	19.2837	13.4357	6.0871
Si	19.2841	1.8884	6.0876
Si	19.2779	5.74	6.0894
Si	19.285	9.5881	6.0902
Si	23.1406	13.4481	6.0947
Si	23.1436	1.9016	6.0974
Si	23.1407	5.7535	6.0974
Si	23.1403	9.6023	6.0959
Si	26.9793	13.4612	6.0944
Si	26.9834	1.9155	6.0979
Si	26.9855	5.7669	6.0978
Si	26.9806	9.616	6.0972
Si	1.9768	13.4634	7.4713
Si	1.9797	1.9149	7.4804
Si	1.9734	5.7726	7.4811
Si	1.9776	9.6276	7.4754
Si	5.8322	13.4582	7.4563
Si	5.8321	1.8993	7.4622
Si	5.8265	5.7601	7.4533
Si	5.8331	9.6104	7.4608
Si	9.6931	13.4368	7.4613
Si	9.6901	1.8939	7.4675
Si	9.6972	5.741	7.4642
Si	9.6904	9.6014	7.4671
Si	13.542	13.4349	7.4445
Si	13.5363	1.8769	7.4499
Si	13.5465	5.7386	7.4481
Si	13.5391	9.5855	7.4543
Si	17.3686	13.4305	7.4615
Si	17.3696	1.8827	7.4636
Si	17.3659	5.7358	7.47
Si	17.3717	9.5866	7.4655
Si	21.2081	13.4495	7.4465
Si	21.2095	1.8922	7.4476
Si	21.2025	5.7477	7.4442
Si	21.2086	9.6002	7.4501
Si	25.0616	13.4572	7.4597
Si	25.0653	1.9148	7.463
Si	25.0645	5.7625	7.4574
Si	25.0612	9.619	7.4592
Si	28.9088	13.4747	7.4508
Si	28.9108	1.9154	7.4607
Si	28.9178	5.7791	7.4541
Si	28.9094	9.6283	7.4559
Si	1.975	-0.0122	8.842
Si	1.9716	3.8414	8.8361
Si	1.9745	7.7068	8.8307
Si	1.9766	11.5499	8.8416
Si	5.8287	-0.0211	8.8402
Si	5.8269	3.8308	8.808
Si	5.8301	7.6821	8.8171
Si	5.831	11.5381	8.8193
Si	9.6931	-0.035	8.8251
Si	9.7012	3.816	8.8292
Si	9.7008	7.6704	8.8119
Si	9.694	11.5221	8.8346
Si	13.5424	-0.0438	8.8274
Si	13.5513	3.806	8.7996
Si	13.5543	7.6593	8.8172
Si	13.5407	11.5156	8.8095
Si	17.3647	-0.04	8.8303
Si	17.3604	3.8044	8.8265
Si	17.3622	7.6645	8.8271
Si	17.3642	11.5102	8.8282
Si	21.2062	-0.0232	8.8252
Si	21.1987	3.8196	8.8
Si	21.197	7.6722	8.8064
Si	21.2056	11.5305	8.8083
Si	25.0701	-0.0087	8.8218
Si	25.065	3.8417	8.8206
Si	25.063	7.6927	8.8065
Si	25.0659	11.541	8.8269
Si	28.9121	-0.0046	8.8356
Si	28.9231	3.8497	8.8055
Si	28.9164	7.7068	8.8161
Si	28.9132	11.5591	8.813
Si	0.057	-0.0113	10.2151
Si	0.0477	3.8327	10.2026
Si	0.0552	7.732	10.197
Si	0.0461	11.5727	10.1986
Si	3.8942	-0.027	10.2054
Si	3.9055	3.8333	10.1764
Si	3.9014	7.7054	10.1793
Si	3.909	11.5503	10.1889
Si	7.7698	-0.0437	10.1857
Si	7.7539	3.8252	10.1595
Si	7.7712	7.6565	10.1551
Si	7.7554	11.5263	10.1789
Si	11.6174	-0.0502	10.1867
Si	11.649	3.8118	10.1715
Si	11.6302	7.6662	10.1656
Si	11.6328	11.5219	10.1841
Si	15.4547	-0.0492	10.2148
Si	15.4443	3.7824	10.2024
Si	15.4579	7.6655	10.216
Si	15.4434	11.5019	10.1984
Si	19.2796	-0.0364	10.1962
Si	19.283	3.8024	10.1776
Si	19.2786	7.6672	10.184
Si	19.2874	11.5251	10.1822
Si	23.143	-0.0104	10.1712
Si	23.1199	3.8412	10.1543
Si	23.1297	7.6768	10.146
Si	23.1274	11.5406	10.1672
Si	26.9876	-0.0014	10.1961
Si	27.0078	3.8685	10.1617
Si	26.9877	7.715	10.1634
Si	27.0016	11.5646	10.1806
O	26.8753	9.7795	30.371
O	9.4749	-2.1742	30.9916
O	27.4049	-1.7701	29.2198
O	26.5351	2.499	29.9053
O	27.0002	6.068	29.2236
O	9.193	5.6192	30.6121
O	-1.3981	-1.7408	30.8675
O	28.9197	1.8446	30.7955
O	28.9616	5.9652	30.9293
O	3.9721	10.1499	30.5538
O	4.4093	-1.9557	30.3498
O	1.8275	-2.2014	30.8818
O	1.3641	1.756	30.6184
O	3.837	2.1507	30.223
O	1.5277	5.7881	30.6417
O	3.7333	5.5076	29.2758
O	5.7248	5.903	30.9574
O	-0.1631	12.5897	16.9546
O	2.1669	11.5822	18.7177
O	1.5984	-1.2751	18.2745
O	11.0627	-1.8846	18.4626
O	11.5568	11.737	20.3409
O	24.8122	10.4777	28.8113
O	5.5434	0.6789	24.8166
O	25.0895	-2.3331	28.2738
O	24.0756	2.1668	28.9901
O	7.3434	3.0806	27.1921
O	24.668	5.6626	28.1462
O	28.8131	-3.9884	29.6407
O	28.9643	8.8598	29.0994
O	3.4675	0.2036	26.3649
O	0.8324	2.0043	22.2227
O	28.6325	3.9929	29.2518
O	28.3414	1.5984	28.234
O	-0.3816	8.5792	26.9772
O	2.7896	7.9359	29.8139
O	0.845	-3.7033	27.0899
O	-0.854	-2.0104	28.3214
O	0.21	-1.4586	25.9459
O	8.4579	9.6425	25.1875
O	2.227	1.8846	28.0906
O	6.0446	6.3535	28.4134
O	6.1323	-3.9111	29.8491
O	5.9495	8.8459	29.3586
O	6.7863	-1.3424	29.3131
O	5.7311	3.7801	29.4362
O	5.8224	1.1116	28.9569
O	7.3047	8.4048	27.1911
O	25.8353	3.7385	26.7167
O	29.2077	3.609	19.161
O	28.5904	1.0599	19.4852
O	28.811	6.1044	19.7274
O	3.271	2.7641	25.9074
O	28.7641	9.5087	19.8321
O	28.1136	-1.3315	20.6567
O	1.2234	7.2489	25.4896
O	1.7434	2.5201	19.782
O	3.375	-1.931	20.1237
O	2.3346	6.0006	19.5136
O	0.0066	9.7595	21.4972
O	5.7206	-0.7988	27.026
O	5.5708	2.1079	19.8045
O	5.957	0.0251	18.3116
O	5.9735	5.4181	19.3597
O	6.7549	-1.9251	19.7243
O	9.7676	1.2032	19.4658
O	5.9331	10.3487	26.1367
O	9.6998	3.7047	18.6199
O	9.4221	5.9993	19.6772
O	9.5942	11.3282	18.6353
O	11.6917	-2.8094	22.7646
O	25.1815	2.7222	24.3439
O	9.725	0.1733	21.9063
O	29.0019	11.6449	21.4301
O	3.3261	2.7244	21.8826
O	2.4653	5.2071	22.0231
O	13.7401	4.0968	21.786
O	27.3476	3.853	23.6847
O	3.8289	9.3937	24.8139
O	6.0728	1.8376	22.4914
O	5.2412	9.877	21.3863
O	14.0612	6.5276	22.4171
O	5.0867	-3.2694	22.7928
O	26.6516	11.1685	27.094
O	2.9448	5.3655	26.0866
O	1.2306	9.7994	25.0492
O	25.7488	3.0684	21.7495
O	7.5325	8.7066	20.8674
O	9.1977	-3.6107	23.7558
O	29.4132	0.568	26.1046
O	9.293	-2.2599	20.4472
O	7.7429	-1.4964	22.3328
O	2.7424	-2.6327	28.4648
O	3.9586	4.2596	23.9341
O	9.5666	2.0116	26.3401
O	7.9054	0.4762	27.6101
O	9.8929	9.0696	19.9205
O	29.1808	3.226	26.3764
O	10.8057	10.9267	27.4861
O	7.9865	0.5886	23.8906
O	5.3867	4.4262	26.098
O	27.8318	7.8625	26.9065
O	13.601	9.0668	22.4074
O	2.3213	9.4552	22.6343
O	1.593	6.403	28.0371
O	0.3202	4.9404	26.2392
O	-0.8731	4.1536	24.0276
O	5.0569	4.6826	21.6684
O	10.0571	4.85	22.0644
O	6.9044	10.3363	23.4172
O	5.4324	7.2358	21.1607
O	12.0293	2.4337	25.7222
O	13.7135	9.4211	19.8204
O	2.7606	-0.1875	29.483
O	7.2339	11.579	21.2581
O	17.7422	-1.9588	22.4243
O	27.8026	10.3224	24.8249
O	17.3972	-2.4527	28.8379
O	11.3606	9.4497	25.4229
O	24.9125	7.4407	21.9728
O	20.4116	0.9733	24.7921
O	1.1502	1.1126	25.8111
O	29.1367	-3.4177	26.2983
O	16.5239	9.6783	25.3567
O	11.4418	9.3221	30.6894
O	25.316	-2.1681	30.8708
O	11.708	-1.6719	29.7488
O	11.2614	2.2396	30.4473
O	11.43	6.1945	29.3987
O	24.8762	5.6618	30.7369
O	14.0569	9.2885	30.7714
O	14.0986	-2.0604	30.6411
O	13.8133	1.8866	30.5922
O	13.4898	5.8123	30.9793
O	19.4281	9.5135	30.1218
O	19.3802	-2.6171	30.5556
O	18.2586	-0.2893	30.1083
O	17.042	5.5258	30.6632
O	19.2441	5.8487	29.2639
O	21.4238	1.8177	30.7752
O	21.2684	5.5706	30.8844
O	13.9168	0.22	19.1876
O	18.4323	1.8801	18.2378
O	26.2182	-1.7947	18.4798
O	26.6702	11.8639	20.3541
O	9.4866	8.0021	29.5527
O	9.3783	10.6432	29.5915
O	22.1751	2.967	24.4219
O	9.832	0.0621	29.6496
O	9.0885	2.4196	28.9655
O	22.4444	2.726	26.9933
O	9.262	5.9621	27.9315
O	12.7678	-4.096	29.6511
O	12.8636	8.8996	28.5072
O	18.4849	0.4675	26.5386
O	16.4003	1.4728	22.5548
O	12.879	3.9856	29.223
O	12.4828	1.5944	28.2653
O	13.8484	6.3855	28.4799
O	17.0854	10.3753	29.2002
O	15.6006	-3.7681	27.4129
O	13.5987	-2.2242	28.0446
O	13.8145	1.5256	22.1724
O	23.666	7.0393	24.3143
O	20.3277	7.9496	26.9675
O	21.3587	-4.0767	29.6794
O	21.7494	8.7737	29.0144
O	9.5144	-2.3607	28.4264
O	21.2782	-1.4656	29.1119
O	20.8171	3.7279	29.0485
O	20.5253	1.0665	28.4783
O	22.9604	7.8383	26.7905
O	10.4508	4.4977	26.0984
O	20.82	9.547	19.7819
O	22.357	11.4552	24.25
O	13.6792	5.9326	19.87
O	16.8025	2.3505	26.1249
O	14.6513	-2.168	18.6101
O	14.7287	7.9688	24.4658
O	16.6389	2.3461	20.0575
O	17.8436	-2.2231	19.8539
O	20.6685	-0.8626	26.6574
O	18.0987	11.1615	26.8919
O	21.2727	1.7264	19.7675
O	21.3664	5.861	19.74
O	21.6825	6.1812	28.3985
O	23.5958	4.7935	25.8969
O	21.8608	-1.7213	19.7968
O	25.0769	1.5687	19.6589
O	21.5595	8.5845	24.744
O	25.0411	3.961	18.6445
O	25.0827	6.3846	19.5841
O	24.7673	11.3742	18.6575
O	10.1666	2.991	23.9516
O	24.6149	0.7718	22.1043
O	18.5413	2.6944	21.8292
O	17.9937	0.2188	20.9464
O	18.5633	5.3186	21.2994
O	28.7346	4.3055	21.6323
O	14.915	8.3122	27.0224
O	22.7155	5.9827	22.1195
O	11.5268	2.6834	21.7173
O	19.1048	9.3985	25.1373
O	21.3581	1.498	22.399
O	20.8997	10.0242	22.4545
O	27.3711	7.7358	24.3511
O	18.0216	11.6457	24.314
O	24.0053	9.4922	24.937
O	20.2051	-2.9159	23.0382
O	16.9422	5.6923	28.0311
O	18.367	4.9478	25.9452
O	3.4057	10.6855	27.024
O	8.9348	2.6121	21.6052
O	22.966	7.8131	20.2969
O	0.2398	4.9914	20.6262
O	13.3726	0.2565	26.2116
O	24.4004	-2.1409	20.4207
O	22.8791	-1.1218	22.2353
O	18.9768	-1.2764	24.6433
O	19.489	4.4133	23.6023
O	24.6809	1.3832	26.5242
O	16.8629	7.1013	25.7769
O	17.5145	7.8231	29.4872
O	22.8256	0.1779	27.7929
O	25.2014	9.0047	19.7386
O	15.7411	4.728	25.8689
O	14.4999	-2.0931	25.6296
O	22.9647	0.4804	24.2219
O	4.4857	-1.7994	24.9443
O	13.2576	11.0566	26.426
O	12.4597	7.3161	26.5171
O	28.3302	9.3084	22.4353
O	19.6816	6.8005	24.6752
O	14.9096	2.7078	24.2995
O	23.2287	2.827	21.1058
O	25.0169	5.1096	23.2127
O	20.636	7.6191	21.545
O	24.9497	11.7031	23.901
O	25.0579	-1.0827	23.8781
O	-0.8921	-1.0506	18.7647
O	27.1496	1.6559	25.8233
O	20.9601	4.7362	25.8195
O	15.7087	-1.0493	20.7964
O	12.149	7.4749	23.9473
O	22.4079	11.8587	21.6109
O	25.1707	7.9455	29.4088
O	25.948	6.2078	25.9271
O	26.9134	-2.5271	25.2045
O	2.4833	0.3739	21.0062
O	15.9445	9.7215	21.2143
O	20.7783	3.8245	21.3663
O	7.9527	5.217	25.7513
O	16.9399	1.3234	28.5663
O	17.1925	7.5122	20.4213
O	9.9175	-1.2439	24.0217
O	1.1361	7.379	21.4492
O	18.643	9.4519	21.3087
O	15.9554	5.3002	21.1106
O	9.3437	9.6416	22.55
O	8.1327	11.0239	27.3357
O	11.2534	-3.2262	25.2631
O	5.0313	-0.1519	21.1834
O	-1.3373	6.4127	28.3825
O	2.0998	9.285	19.9542
O	9.5116	7.2797	21.8592
O	7.4945	0.6602	20.6344
O	25.5253	0.056	29.515
O	13.2465	2.6282	19.7313
O	3.2475	-1.4472	22.6922
O	26.9881	-2.4586	22.6777
O	18.9026	2.2923	30.073
O	1.8131	10.3008	29.07
O	24.0705	-3.797	26.4151
O	13.1584	-1.6254	20.8391
O	-0.5695	0.0473	21.2453
O	10.0357	7.0334	25.5873
O	13.8815	11.4209	21.5548
O	4.6694	8.3084	27.1321
O	2.8088	11.6858	24.041
O	7.5277	5.5537	21.48
O	-0.1335	0.0597	23.8103
O	28.58	5.7173	25.6649
O	15.9413	-0.1152	26.5712
O	29.0729	1.9524	22.8127
O	-0.9427	8.5648	24.4376
O	14.344	2.6851	26.8464
O	14.8958	0.0421	24.1078
O	6.9938	2.9426	24.6277

Results
total energy: -205026.530 eV
total energy less fixed offsets of O -438.35, Si -107.03 eV per atom: -7.650 eV

Forces (eV/angstrom), in the order of the atoms: element, x, y, z
Si	-0.3043	0.1143	0.5622
Si	-0.037	-0.0184	0.2251
Si	-0.2007	-0.1079	0.69
Si	0.0302	0.0134	0.2456
Si	0.2308	-0.0481	0.6556
Si	0.0023	-0.025	0.1405
Si	0.0969	0.0225	0.1791
Si	0.0102	-0.0163	0.1451
Si	-0.3156	0.0167	0.545
Si	-0.1321	-0.113	0.1636
Si	-0.007	-0.0025	0.1664
Si	-0.0341	0.0081	0.1842
Si	0.2672	-0.0966	0.5502
Si	0.2674	-0.0284	0.4828
Si	0.4363	-0.07	0.6023
Si	0.1024	-0.0201	0.1572
Si	0.002	0.0038	0.004
Si	0.1824	-0.163	0.7145
Si	0.2426	0.0268	0.6528
Si	0.3006	-0.1186	0.691
Si	0.004	0.0192	0.032
Si	-0.1763	0.0807	0.6721
Si	-0.0979	0.0043	0.7532
Si	-0.1333	0.0097	0.7052
Si	-0.0245	0.0065	-0.0156
Si	0.0511	0.0267	0.0691
Si	0.0038	0.0248	-0.0077
Si	0.3231	-0.1406	0.6225
Si	-0.0205	-0.0162	0.049
Si	-0.235	0.078	0.6553
Si	-0.0267	-0.002	0.0336
Si	-0.1411	0.0718	0.6608
Si	-0.0155	0.0381	-0.0781
Si	-0.0277	0.0208	-0.0881
Si	-0.0065	-0.0098	-0.0761
Si	-0.0322	-0.0372	-0.082
Si	0.0162	0.0278	-0.0878
Si	0.0099	0.0143	-0.0867
Si	0.0264	-0.0146	-0.1071
Si	0.009	-0.0443	-0.1072
Si	-0.0004	0.005	0.0258
Si	-0.0267	-0.0203	-0.0587
Si	0.0138	0.0542	-0.0465
Si	-0.039	-0.0222	-0.0539
Si	-0.0082	0.0253	-0.0522
Si	0.0045	-0.0178	-0.0837
Si	0.0231	0.0333	-0.0773
Si	0.003	-0.0694	-0.0718
Si	0.004	-0.0215	0.0466
Si	-0.0027	-0.011	0.0141
Si	0.0061	-0.0092	0.0183
Si	0.0028	0.005	0.0407
Si	0.0276	0.0543	-0.0555
Si	0.0229	0.0029	-0.0103
Si	0.0199	0.0103	-0.0054
Si	0.0046	-0.0445	-0.0359
Si	-0.0225	-0.0174	0.0332
Si	-0.0088	-0.0233	0.0218
Si	-0.02	-0.0113	0.0206
Si	-0.0115	0.0203	0.048
Si	-0.0133	0.0345	-0.0957
Si	-0.0364	-0.0216	-0.0864
Si	0.003	0.0429	-0.0408
Si	0.0113	-0.0308	-0.0317
Si	-0.0019	0.0064	-0.0353
Si	0.0056	0.0055	-0.0063
Si	0.008	0.0051	-0.0251
Si	-0.0056	-0.0095	-0.0073
Si	-0.0055	0.0033	0.0036
Si	-0.0144	0.0163	0.0528
Si	0.0105	0.0015	0.0323
Si	-0.0139	-0.0258	0.0441
Si	0.0266	-0.004	-0.0156
Si	0.0072	0.0192	-0.0093
Si	0.0049	0.0078	-0.0187
Si	0.0107	-0.0183	-0.0075
Si	0.0098	-0.0126	0.0217
Si	-0.0198	0.0019	0.0374
Si	0.0144	0.0207	0.0033
Si	-0.0086	-0.0086	0.0585
Si	-0.0413	-0.0037	0.0221
Si	-0.0147	-0.0024	0.0129
Si	-0.0247	-0.0054	0.0223
Si	-0.0186	-0.0071	0.0234
Si	0.0384	0.0038	0.0242
Si	0.0171	0.0151	0.0165
Si	0.0209	-0.0002	0.0165
Si	0.0138	-0.0047	0.0133
Si	-0.0455	-0.01	0.0201
Si	-0.0378	-0.0162	0.0122
Si	-0.0482	0.0033	0.0334
Si	-0.0233	0.0084	0.0336
Si	0.0327	0.0028	0.0247
Si	0.0229	0.0021	0.0176
Si	0.0425	0.0007	0.0305
Si	0.0157	0.0077	0.0205
Si	-0.0126	0.0037	0.0001
Si	-0.0025	-0.005	-0.0192
Si	0.0075	-0.0273	0.0064
Si	0.0017	-0.0012	-0.0222
Si	0.0261	0.0121	-0.0138
Si	0.0056	0.0063	-0.0157
Si	0.0013	-0.0208	-0.0087
Si	0.0084	0.0037	-0.0127
Si	-0.0196	-0.0012	-0.0131
Si	-0.0017	0.0053	-0.0131
Si	-0.0108	-0.0085	-0.0279
Si	-0.0074	-0.0045	-0.0065
Si	0.0245	-0.0014	-0.0142
Si	0.0053	0.0071	-0.0249
Si	0.0039	-0.0003	-0.0207
Si	0.011	0.017	-0.0103
Si	-0.0004	-0.0141	0.0261
Si	0.0117	0.0213	0.0022
Si	-0.0146	0.0097	0.0281
Si	0.002	-0.0165	0.015
Si	0.0152	0.0095	0.0228
Si	-0.0217	-0.0116	-0.015
Si	-0.0083	0.0143	0.0116
Si	0.027	0.0017	0.0142
Si	-0.0075	-0.0186	-0.005
Si	-0.0174	0.0151	0.0022
Si	-0.0034	0.0083	0.0116
Si	0.0223	-0.0033	0.0114
Si	-0.0192	0.0388	0.0028
Si	0.0169	-0.0142	-0.0049
Si	-0.0132	-0.0083	-0.0077
Si	-0.0354	-0.007	0.018
Si	-0.0092	-0.0015	-0.0125
Si	-0.0235	0.0142	-0.0426
Si	0.0072	0.0146	-0.0303
Si	0.0221	-0.0277	0.0086
Si	0.0111	-0.0302	-0.0129
Si	-0.011	-0.0068	-0.0126
Si	-0.0124	-0.0264	-0.0611
Si	-0.0397	-0.0188	0.0279
Si	-0.0197	0.0071	-0.0032
Si	0.0092	0.0026	-0.0239
Si	0.0129	0.0108	-0.0295
Si	0.046	0.0206	-0.0484
Si	-0.0113	-0.0694	-0.0146
Si	0.0219	-0.0083	0.0009
Si	0.0205	-0.0067	-0.0369
Si	-0.0135	0.0515	0.0057
Si	-0.0284	-0.0449	0.0576
Si	-0.0084	0.0193	0.0226
Si	0.0098	-0.0054	0.0186
Si	0.0646	-0.4447	-0.4369
Si	0.1059	-0.0134	-0.0187
Si	-0.0055	-0.0049	0.0448
Si	-0.0056	0.0099	0.049
Si	-0.0137	-0.0213	0.0001
Si	-0.0306	0.0222	-0.0184
Si	-0.0421	-0.0004	-0.0199
Si	0.0204	0.0118	0.0549
Si	-0.0032	0.0086	0.0482
Si	-0.0126	-0.0219	0.0499
Si	0.0022	-0.002	0.0277
Si	-0.026	-0.0142	0.0472
Si	-0.0292	0.0387	0.0584
Si	0.0283	0.0273	0.0866
Si	-0.0578	-0.0134	0.0102
Si	0.0288	-0.0139	0.0439
Si	0.0283	0.4464	-0.529
Si	-0.0658	-0.0041	0.0531
Si	-0.0464	-0.0068	0.0185
Si	-0.0359	0.0492	-0.033
Si	0.0471	0.081	-0.0186
Si	0.0086	-0.035	0.0337
Si	0.0372	-0.0154	0.0066
Si	-0.0265	0.0882	0.0109
Si	0.0701	-0.0956	-0.0452
Si	0.0496	0.0344	0.0377
Si	0.019	-0.0327	-0.0153
Si	0.0641	-0.0064	0.0031
Si	-0.1319	-0.0063	-0.6368
Si	0.089	-0.126	-0.7982
Si	0.0545	0.1394	-0.6327
Si	0.0255	-0.1557	-0.6318
Si	0.0744	0.0325	-0.1683
Si	0.1487	0.0846	-0.742
Si	-0.0719	-0.2998	-0.5599
Si	-0.0702	-0.3452	-0.7263
Si	0.3686	-0.0123	-0.416
Si	0.0622	0.5093	-0.608
Si	-0.07	0.3085	-0.5478
Si	0.0519	-0.0087	0.0134
Si	0.0599	-0.4126	-0.5814
Si	-0.0905	-0.1732	-0.7375
Si	0.0631	0.2455	-0.7452
Si	-0.0766	-0.3557	-0.7035
Si	0.0289	0.0387	-0.0522
Si	-0.0628	-0.0047	0.0575
Si	0.0895	-0.0144	0.0408
Si	-0.0448	0.0637	-0.057
Si	0.062	0.0204	-0.1718
Si	-0.0521	0.0906	-0.0508
Si	0.0201	-0.0703	-0.0815
Si	0.0605	0.0035	-0.084
Si	0.0626	0.137	-0.0946
Si	0.0034	0.0209	0.0549
Si	-0.0877	0.0945	-0.0521
Si	-0.1641	-0.008	-0.6467
Si	-0.0396	-0.0087	-0.0479
Si	-0.0758	-0.0363	0.0156
Si	-0.0559	0.035	-0.0059
Si	-0.0417	0.0116	0.0243
Si	0.0077	0.0593	-0.0707
Si	0.0665	0.0847	-0.1601
Si	-0.0408	-0.0091	-0.0508
Si	0.027	0.075	-0.0826
Si	0.0037	0.0523	-0.1238
Si	0.013	0.012	0.0917
Si	-0.0062	0.0722	-0.3122
Si	0.0345	0.1256	-0.14
Si	0.0679	-0.0338	0.115
Si	0.011	-0.0515	-0.0064
Si	0.0794	-0.0962	-0.0054
Si	0.0809	0.0871	-0.1634
Si	-0.0261	-0.0333	0.0487
Si	0.0419	-0.0715	0.0749
Si	0.066	-0.0721	0.1145
Si	-0.1057	0.0521	-0.161
Si	-0.0711	-0.0693	0.0065
Si	-0.0044	-0.0737	0.0728
Si	0.0135	0.0153	0.0879
Si	-0.0218	-0.0532	0.0284
Si	-0.012	-0.117	0.014
Si	0.0417	-0.1366	-0.1457
Si	0.033	-0.0452	0.0571
Si	0.0506	-0.0617	0.0486
Si	-0.0749	0.0419	-0.0384
Si	-0.041	-0.1184	-0.1596
Si	-0.0849	-0.1859	-0.2494
Si	-0.0794	0.0578	0.091
Si	-0.0443	0.0092	0.0234
Si	-0.026	0.0362	0.1938
Si	0.0138	0.0121	-0.0612
Si	0.06	-0.0143	-0.0386
Si	0.0296	-0.0742	0.024
Si	-0.2647	0.0137	0.5496
Si	-0.1087	-0.0676	0.1094
Si	-0.2884	-0.0434	0.634
Si	-0.0338	-0.0716	0.1801
Si	0.1382	-0.0323	0.13
Si	0.1062	-0.0489	0.1275
Si	0.1385	-0.023	0.1204
Si	-0.0177	-0.0715	0.1014
Si	-0.1678	0.0259	0.7195
Si	-0.4558	-0.1583	0.5464
Si	-0.4945	0.1221	0.5393
Si	-0.0026	-0.0134	0.1631
Si	0.2115	-0.1444	0.5967
Si	0.3371	0.1227	0.6114
Si	0.0958	-0.0139	0.127
Si	0.0073	-0.0634	0.1826
Si	0.1735	0.0614	0.6979
Si	0.1177	-0.0281	0.7011
Si	0.1761	-0.0297	0.6389
Si	0.3517	-0.1105	0.7057
Si	0.0196	-0.0053	-0.0275
Si	0.0457	-0.0215	0.008
Si	0.0304	-0.0238	0.0048
Si	-0.1926	0.0933	0.6883
Si	-0.0204	-0.0045	-0.0056
Si	0.0568	-0.0129	0.0329
Si	0.2406	-0.048	0.6765
Si	0.3392	0.0304	0.7047
Si	-0.006	0.0005	0.0495
Si	-0.3544	0.068	0.5582
Si	-0.0288	0.009	0.0049
Si	-0.2418	0.0136	0.688
Si	-0.007	0.0119	-0.1244
Si	-0.0362	-0.0017	-0.0961
Si	0.0003	0.0224	-0.0917
Si	-0.0172	-0.0031	-0.0857
Si	0.0206	0.0134	-0.0549
Si	0.0084	-0.0004	-0.0035
Si	0.0131	0.0067	-0.075
Si	0.0015	-0.0429	-0.0504
Si	-0.0334	0.0204	-0.0297
Si	-0.054	0.0017	-0.1109
Si	0.0004	0.0073	-0.0715
Si	-0.0454	-0.0421	-0.0881
Si	0.0233	0.0284	-0.0748
Si	0.0282	-0.0028	-0.0818
Si	0.0142	0.0165	-0.0694
Si	0.0073	-0.0293	-0.1099
Si	0.016	-0.002	0.0329
Si	0.0335	0.0005	0.03
Si	0.0003	-0.0215	0.0242
Si	0.0017	0.0337	0.0368
Si	0.0387	0.0158	-0.0529
Si	0.0254	0.0065	-0.0522
Si	0.0176	0.0215	-0.0228
Si	0.0193	-0.0284	-0.0193
Si	0.0047	-0.0098	0.0261
Si	0.0278	0.0102	0.0423
Si	-0.01	-0.0125	0.0193
Si	0.0084	0.0385	0.0255
Si	0.0002	0.0108	-0.0603
Si	-0.0053	0.0096	-0.0242
Si	0.0202	0.0202	-0.0176
Si	-0.0017	-0.0294	-0.02
Si	-0.0038	-0.0006	-0.0213
Si	-0.028	-0.0051	-0.0179
Si	0.0061	0.0039	-0.0311
Si	-0.0008	0.003	-0.0243
Si	-0.0207	-0.014	0.0259
Si	-0.0137	-0.0017	0.0154
Si	-0.0141	0.0128	0.0199
Si	-0.0035	0.0068	0.0458
Si	-0.0004	-0.0137	-0.009
Si	0.0041	0.0109	-0.0186
Si	0.0148	0.013	-0.0141
Si	0.0119	-0.0102	-0.0061
Si	0.0086	-0.0088	0.0025
Si	-0.0201	0.0154	0.0167
Si	0.0021	0.0136	0.0115
Si	0.0074	-0.0255	0.0427
Si	-0.0216	-0.0031	0.0224
Si	-0.0159	0.0063	0.0153
Si	-0.0251	0.004	0.0245
Si	-0.0085	-0.0067	0.0263
Si	0.0371	0.0085	0.0161
Si	0.0389	0.002	0.0364
Si	0.0398	0.0007	0.0238
Si	0.0087	0.003	0.015
Si	-0.046	0.0013	0.0238
Si	-0.0336	0.004	0.0165
Si	-0.0268	0.0042	0.0205
Si	-0.0181	0.0004	0.019
Si	0.0296	-0.0138	0.0318
Si	0.0203	-0.0066	0.0339
Si	0.0258	0.0012	0.0275
Si	0.0076	0.0114	0.0258
Si	-0.0111	0.0015	-0.0048
Si	0.0048	0.0107	-0.0162
Si	-0.0094	-0.0061	-0.0119
Si	0.0024	-0.0083	-0.0414
Si	0.0159	0.0072	-0.0162
Si	0.0037	0.0098	-0.012
Si	0.0256	0.0007	-0.0111
Si	-0.0025	0.011	-0.0067
Si	-0.0099	-0.0289	-0.0196
Si	-0.0016	0.0089	-0.0187
Si	-0.0138	-0.0098	-0.021
Si	0.0029	0.0104	-0.0094
Si	0.0176	-0.0235	-0.0035
Si	0.005	0.0164	-0.0157
Si	0.0092	-0.0146	-0.018
Si	-0.0019	0.0112	-0.0124
Si	-0.0144	-0.0068	0.0152
Si	0.0083	0.0145	0.0084
Si	0.0151	-0.0028	0.0357
Si	0.0081	-0.0101	0.0084
Si	0.0249	-0.0231	0.0094
Si	-0.0045	0.0067	0.0097
Si	-0.009	0.0054	0.0291
Si	-0.0069	-0.0036	0.0197
Si	-0.0056	-0.0007	0.006
Si	-0.0184	-0.0036	0.0088
Si	-0.0098	-0.0043	0.0075
Si	0.0123	0.0245	0.0096
Si	-0.037	0.035	0.0057
Si	-0.0044	-0.0172	-0.0004
Si	-0.0088	-0.0024	-0.0083
Si	-0.0187	-0.0232	0.0137
Si	0.0167	0.055	-0.0037
Si	-0.0288	-0.0116	-0.0215
Si	-0.0089	-0.0091	-0.0289
Si	-0.019	-0.0184	0.0049
Si	-0.012	0.0021	-0.0269
Si	0.0045	0.0051	0.0219
Si	-0.0102	-0.0144	-0.0687
Si	0.0331	0.0119	0.0231
Si	0.0048	-0.0004	-0.0246
Si	-0.0168	-0.018	-0.032
Si	0.0092	0.008	-0.0237
Si	0.0329	0.0037	-0.022
Si	0.0067	-0.0357	-0.0252
Si	0.0089	-0.0078	0.0021
Si	-0.0003	0.0294	-0.0309
Si	-0.0092	0.0216	-0.0096
Si	0.0057	-0.0007	0.0361
Si	-0.0076	-0.0097	0.0249
Si	0.027	-0.0057	0.0403
Si	0.0077	0.0323	0.0145
Si	0.0242	0.024	0.0569
Si	-0.0002	0.0014	0.0488
Si	0.0113	-0.0152	0.024
Si	-0.0255	-0.0428	0.0095
Si	-0.0252	0.006	0.0113
Si	0.0034	0.0179	0.0063
Si	0.0445	-0.0056	0.0249
Si	0.0024	0.0163	0.0221
Si	-0.0116	-0.0152	0.0811
Si	0.0143	-0.0132	-0.0077
Si	-0.0251	-0.0076	0.0195
Si	-0.0427	0.053	0.0223
Si	-0.0559	-0.064	-0.0217
Si	-0.0427	0.0736	-0.0367
Si	-0.0209	-0.0391	-0.0257
Si	0.4122	0.0716	-0.4983
Si	0.4199	0.0047	-0.5366
Si	0.0678	-0.0123	-0.0577
Si	-0.0272	0.0231	-0.0501
Si	0.076	0.04	-0.0877
Si	-0.0509	-0.0124	0.0166
Si	-0.0106	-0.0268	-0.0458
Si	-0.008	0.0523	0.0101
Si	-0.0031	-0.0742	-0.0459
Si	0.0092	0.0187	0.0224
Si	0.0104	-0.0413	-0.0301
Si	0.0624	0.0343	0.0082
Si	-0.0711	0.0074	-0.6498
Si	-0.0683	0.1439	-0.8464
Si	-0.0278	0.1813	-0.6383
Si	-0.024	-0.1751	-0.635
Si	0.0957	-0.1297	-0.1447
Si	-0.2773	0.4332	-0.4355
Si	-0.0315	-0.0033	0.0181
Si	0.0131	-0.0466	0.0945
Si	-0.1073	-0.2179	-0.5846
Si	0.0774	-0.2509	-0.6084
Si	-0.1009	0.2337	-0.5884
Si	0.1096	-0.267	-0.601
Si	0.0356	0.1664	-0.5551
Si	0.0219	-0.2324	-0.7439
Si	-0.0438	0.2323	-0.7334
Si	-0.0326	-0.3738	-0.7497
Si	0.0006	0.0213	-0.0577
Si	-0.0111	-0.0196	0.0105
Si	0.0558	0.0447	0.0176
Si	0.0116	-0.0127	-0.0385
Si	0.0207	0.3314	-0.6639
Si	0.009	0.0136	0.0241
Si	0.0314	-0.011	0.0252
Si	-0.0431	-0.042	-0.0908
Si	0.0663	-0.0118	-0.0169
Si	0.0131	0.0253	0.0058
Si	0.03	-0.0993	-0.1526
Si	-0.0031	0.0412	-0.2792
Si	-0.0322	0.0073	0.0072
Si	-0.0014	-0.0686	-0.0571
Si	-0.0154	0.1544	0.003
Si	0.078	0.115	0.0891
Si	-0.1027	0.0819	-0.2438
Si	0.0315	-0.1459	-0.6712
Si	0.0242	0.0232	0.1251
Si	0.0115	0.0078	-0.1532
Si	-0.072	-0.0677	-0.1534
Si	-0.0537	0.1163	0.06
Si	0.013	0.0498	-0.1712
Si	0.0473	0.0757	-0.1636
Si	0.0817	0.1086	0.0538
Si	0.0421	0.0189	0.0667
Si	0.0611	-0.0063	-0.108
Si	-0.0044	-0.0411	-0.1297
Si	0.0561	0.0305	-0.0395
Si	-0.0674	0.0436	0.0751
Si	0.0024	-0.0209	0.1829
Si	-0.1798	0.0573	-0.0472
Si	-0.1525	0.0568	0.131
Si	0.1095	-0.0381	-0.1041
Si	0.0394	0.1321	0.1189
Si	-0.0806	0.1196	0.0366
Si	-0.0533	-0.0224	0.0308
Si	-0.0693	0.008	0.0191
Si	-0.0795	0.0044	0.0872
Si	0.0045	0.0202	-0.0262
Si	-0.1191	0.0825	0.0702
Si	0.1302	-0.112	-0.1689
Si	-0.0678	0.08	-0.2147
Si	-0.0319	0.0307	0.0709
Si	-0.0627	0.1329	0.0401
Si	-0.0698	0.0086	0.1619
Si	0.0217	-0.0914	-0.0013
Si	-0.0129	-0.0547	0.0863
Si	0.0927	-0.0422	-0.0416
Si	0.0209	0.0008	-0.0104
Si	0.0252	-0.0106	-0.0121
Si	0.0161	0.001	-0.0136
Si	0.0132	0.0007	-0.0168
Si	-0.0233	0.0072	-0.0101
Si	-0.0186	-0.007	-0.0104
Si	-0.0197	0.0032	-0.0094
Si	-0.0071	-0.0067	-0.0135
Si	0.0156	-0.0013	-0.0037
Si	0.0172	-0.0012	-0.0008
Si	0.0167	0.0134	-0.007
Si	0.0103	-0.008	-0.0074
Si	-0.0048	0.0066	-0.0046
Si	-0.0298	-0.0081	-0.0066
Si	-0.0127	0.0027	-0.0051
Si	-0.0051	-0.0025	-0.012
Si	0.0128	-0.0028	-0.0131
Si	0.0078	-0.0088	-0.0143
Si	0.0168	0.0157	-0.0155
Si	0.014	0.0004	-0.0104
Si	-0.0247	0.003	-0.0118
Si	-0.0252	-0.0017	-0.0092
Si	-0.0237	-0.002	-0.0151
Si	-0.007	0.0009	-0.0124
Si	0.0135	0.0054	-0.0142
Si	0.0166	-0.0026	-0.0145
Si	0.0219	-0.0001	-0.0112
Si	0.0272	-0.006	-0.0106
Si	-0.0105	0.0016	-0.0063
Si	-0.026	0.0058	-0.0138
Si	-0.0114	0.0004	-0.0107
Si	-0.007	-0.0023	-0.0141
Si	0.0008	-0.0108	0.003
Si	0.0021	0.0031	0.0036
Si	0.0061	-0.0105	0.0041
Si	0.0013	0.0034	-0.0001
Si	0.0058	-0.0058	0.0207
Si	-0.0013	-0.0043	0.0186
Si	-0.0028	0.0093	0.0174
Si	0.0049	0	0.0217
Si	-0.0005	-0.0038	-0.0011
Si	0.0029	0.0051	0.0084
Si	0.0009	-0.0145	0.0015
Si	-0.0032	0.0065	-0.0019
Si	-0.0043	-0.0104	0.0123
Si	0.0029	0.0038	0.016
Si	-0.0058	0.0096	0.0232
Si	0.0034	0.0011	0.0169
Si	-0.0024	-0.005	0.0047
Si	0.0058	0.0085	0.0021
Si	0.0027	-0.0017	0.0062
Si	-0.0054	0.0075	0.0011
Si	0.0027	0.002	0.0167
Si	-0.0001	0.0042	0.022
Si	0.0002	0.0047	0.0234
Si	-0.0025	-0.0015	0.0211
Si	0.004	-0.0029	0.0035
Si	0.0016	0.0051	0.0072
Si	0.0002	-0.001	0.0054
Si	-0.0045	0.0094	0.006
Si	-0.0075	-0.0108	0.0217
Si	-0.0046	-0.0012	0.0222
Si	-0.0076	0.0048	0.0183
Si	-0.003	-0.0026	0.0156
Si	0.0024	0.0021	-0.0173
Si	-0.0038	-0.0001	-0.0173
Si	-0.0075	0.0023	-0.0181
Si	-0.0015	-0.0006	-0.0145
Si	-0.0067	-0.0003	-0.0079
Si	0.0065	0.0017	-0.0113
Si	-0.0078	0.0021	-0.0035
Si	-0.0039	0.0009	-0.0069
Si	-0.0018	-0.0004	-0.0144
Si	-0.006	0.0027	-0.0125
Si	0.0024	0.0038	-0.0168
Si	0.0082	0.0003	-0.0121
Si	-0.002	0.0017	-0.0133
Si	0.0031	0	-0.0139
Si	0.0096	0.003	-0.0066
Si	0.0044	-0.0026	-0.0073
Si	-0.0111	0.002	-0.0218
Si	-0.0083	-0.001	-0.0209
Si	-0.0014	0.0036	-0.0195
Si	0.0037	-0.002	-0.0161
Si	-0.0086	0.0024	-0.0118
Si	0.005	-0.0006	-0.0087
Si	0.0021	-0.0031	-0.0073
Si	-0.0025	0	-0.0108
Si	-0.007	-0.0012	-0.0207
Si	-0.0048	-0.0023	-0.0167
Si	0.0084	-0.004	-0.0147
Si	-0.0002	-0.0029	-0.0158
Si	0.0093	-0.0001	-0.0129
Si	0.0094	-0.0059	-0.0144
Si	0.0061	-0.0021	-0.0099
Si	0.0068	0.0022	-0.0104
Si	-0.0061	-0.0042	0.0139
Si	-0.0052	0.0004	0.017
Si	-0.0045	0.0007	0.0133
Si	-0.0109	-0.0046	0.0155
Si	0.0042	-0.0062	0.0149
Si	-0.0025	-0.0035	0.0152
Si	0.0014	-0.001	0.0158
Si	0.0109	-0.0013	0.0137
Si	-0.0014	-0.0023	0.0107
Si	-0.0085	-0.0013	0.0155
Si	-0.0081	-0.0014	0.0141
Si	-0.0121	0.0013	0.0081
Si	0.0055	-0.0043	0.0136
Si	0.0096	-0.0009	0.0163
Si	0.009	-0.0015	0.0155
Si	0.0149	0.0026	0.0143
Si	0.0002	0.0005	0.0148
Si	-0.0058	0.0033	0.0178
Si	-0.0073	0.0013	0.0182
Si	-0.0077	0.0008	0.0161
Si	0.0039	-0.0021	0.0152
Si	0.0019	0.0007	0.0158
Si	0.002	0.004	0.0166
Si	0.0033	0.0026	0.0148
Si	0.0005	0.0013	0.0125
Si	-0.0064	0.0029	0.0177
Si	-0.0069	0.0021	0.0163
Si	-0.0086	0.0026	0.0117
Si	0.0008	-0.0023	0.0114
Si	0.0119	0.0041	0.0139
Si	0.0073	0.0037	0.0179
Si	0.0066	0.0013	0.0118
Si	0.0133	-0.0006	-0.0182
Si	0.0118	-0.0012	-0.0158
Si	0.0068	0.0019	-0.0214
Si	0.0129	-0.0048	-0.0153
Si	-0.0127	0.0013	-0.0131
Si	-0.009	0	-0.0155
Si	-0.0031	0.0034	-0.0137
Si	-0.0153	0.0014	-0.0117
Si	0.0133	-0.0011	-0.0139
Si	0.0074	0.0023	-0.0128
Si	0.0107	-0.0002	-0.0083
Si	0.0132	0.0095	-0.0109
Si	-0.0157	-0.0032	-0.0161
Si	-0.0066	0.0006	-0.0183
Si	-0.0143	-0.0002	-0.0146
Si	-0.0084	0.0025	-0.0136
Si	0.008	0.0012	-0.0202
Si	0.0079	-0.0015	-0.0186
Si	0.0091	0.0074	-0.0227
Si	0.0159	-0.001	-0.0165
Si	-0.0111	0.001	-0.0163
Si	-0.0113	0.001	-0.0187
Si	-0.005	0.0033	-0.0141
Si	-0.0108	0.0028	-0.0156
Si	0.0075	-0.0018	-0.0157
Si	0.0044	-0.0022	-0.0143
Si	0.015	-0.0064	-0.0078
Si	0.0101	0.007	-0.0124
Si	-0.0073	-0.0065	-0.0177
Si	-0.0076	-0.0047	-0.0183
Si	-0.0122	-0.0081	-0.0141
Si	-0.007	-0.0015	-0.0118
Si	-0.0032	-0.004	0.0116
Si	-0.0015	-0.0013	0.019
Si	-0.0207	-0.0062	0.018
Si	-0.0042	0.005	0.0144
Si	0.004	-0.0021	0.0131
Si	0.0015	-0.0024	0.0121
Si	-0.0156	0.0014	0.0141
Si	-0.0017	-0.0055	0.0095
Si	0.0116	0.0022	0.0153
Si	-0.0029	-0.0042	0.0153
Si	0.0089	0.0004	0.0221
Si	0.0002	-0.0016	0.0145
Si	0.0092	0.0005	0.0106
Si	-0.0056	-0.0002	0.0169
Si	0.0209	0.0011	0.0138
Si	0.0007	0.0002	0.0164
Si	-0.0037	-0.0033	0.013
Si	-0.0029	0.0031	0.0181
Si	-0.0208	-0.0046	0.0184
Si	0.0005	0.0069	0.0174
Si	-0.0012	0.0032	0.0136
Si	0.0041	0.001	0.0127
Si	-0.0137	0.0059	0.0196
Si	-0.002	-0.0086	0.0151
Si	0.0005	0.0024	0.0147
Si	0.0055	0.0013	0.0156
Si	0.0107	0.0054	0.0213
Si	0.0006	0	0.0151
Si	-0.0065	-0.0013	0.0084
Si	-0.0005	-0.0003	0.0179
Si	0.0219	0.0054	0.014
Si	0.001	0.0013	0.0125
Si	0.003	0.0013	-0.0125
Si	0.0057	0.006	-0.014
Si	0.0056	0.0047	-0.0152
Si	-0.0018	-0.0066	-0.0202
Si	-0.0054	0.006	-0.015
Si	0.0017	0.006	-0.0214
Si	0.0031	0.0016	-0.013
Si	0.0005	0.0027	-0.01
Si	-0.0061	-0.0093	-0.0138
Si	-0.0009	0.0051	-0.0102
Si	-0.0002	0.0002	-0.0159
Si	-0.0047	0.0096	-0.0161
Si	0.0023	0.0008	-0.0218
Si	-0.0049	0.0026	-0.0194
Si	-0.0071	-0.0006	-0.0174
Si	0.0031	-0.002	-0.0184
Si	-0.0005	0.0009	-0.0134
Si	0.0071	0.0085	-0.0194
Si	0.0061	0.0092	-0.0149
Si	-0.0034	-0.0038	-0.0198
Si	-0.0034	0.0021	-0.02
Si	-0.0025	-0.0055	-0.0162
Si	0.004	0.0083	-0.0153
Si	-0.0051	0.0131	-0.014
Si	-0.0057	-0.0119	-0.0121
Si	-0.001	-0.0043	-0.0151
Si	-0.0009	-0.0043	-0.0167
Si	-0.0017	0.0002	-0.0156
Si	0.0082	-0.0064	-0.0177
Si	-0.0036	-0.0007	-0.0182
Si	-0.0059	-0.007	-0.0169
Si	0.007	-0.0093	-0.0162
Si	0.0037	-0.0204	0.0166
Si	0.0011	0.0041	0.0271
Si	-0.0007	-0.0037	0.017
Si	-0.006	0.0106	0.0127
Si	0.0031	-0.0099	0.0211
Si	-0.0241	-0.0057	0.0135
Si	-0.0207	0.0021	0.0151
Si	-0.0103	0.0077	0.022
Si	0.019	-0.0001	0.0069
Si	0.0071	-0.0174	0.0123
Si	0.0142	0.0189	0.0085
Si	0.0136	-0.006	0.0095
Si	-0.0296	0.0009	0.015
Si	0.0038	-0.0039	0.016
Si	-0.0104	-0.0076	0.0121
Si	-0.0029	-0.0022	0.015
Si	0.0007	-0.0128	0.0229
Si	-0.005	0.0002	0.0207
Si	0.0029	-0.0067	0.0278
Si	0.0021	0.0153	0.0167
Si	0.0024	0.0077	0.022
Si	-0.0213	-0.0023	0.0147
Si	-0.0142	-0.0016	0.0209
Si	-0.0008	-0.0063	0.0191
Si	0.0084	0.0049	0.0058
Si	0.0049	-0.0051	0.0182
Si	0.0098	0.0102	0.0027
Si	-0.0018	-0.0062	0.012
Si	-0.0235	-0.0031	0.0134
Si	0.0074	0.0042	0.0159
Si	-0.0011	-0.0026	0.0098
Si	-0.0041	-0.0047	0.0088
O	0.0261	0.2169	0.2411
O	0.2168	-0.4291	-0.0817
O	0.0664	0.3944	-0.2506
O	0.0827	0.5763	0.1328
O	0.1446	-0.0911	-0.1804
O	-0.2158	-0.2354	-0.3613
O	0.0437	0.4396	-0.3511
O	-0.0875	-0.0777	-0.3543
O	0.0937	0.0545	-0.1665
O	-0.1366	0.3402	0.3366
O	-0.1139	0.1352	0.1378
O	-0.2678	-0.1646	-0.3381
O	-0.2796	0.0243	-0.4877
O	-0.2397	0.164	0.4503
O	-0.0847	-0.1065	-0.2749
O	-0.0657	-0.3236	-0.0467
O	-0.0979	0.3512	-0.2278
O	-0.1221	0.0587	0.1608
O	-0.3641	0.0306	0.3312
O	0.0908	0.532	0.0492
O	0.1846	0.2788	0.4403
O	0.0865	-0.2885	0.1853
O	-0.2375	-0.1567	-0.2572
O	-0.3062	0.0414	-0.194
O	-0.2571	0.2283	-0.1784
O	-0.3878	0.3399	-0.0532
O	-0.1223	0.2491	0.3029
O	-0.4028	0.0598	-0.0185
O	-0.0677	-0.0127	-0.0924
O	0.3551	-0.1181	0.0406
O	-0.1163	-0.2317	0.1568
O	0.0894	0.2897	0.3972
O	0.4429	-0.1061	-0.5179
O	0.1501	-0.657	-0.1066
O	0.1076	0.4308	0.4565
O	0.3658	-0.2841	0.0487
O	-0.0181	-0.4807	-0.2475
O	0.1649	0.3314	-0.0419
O	0.3152	-0.1565	-0.2261
O	0.3741	-0.3354	0.1841
O	-0.4101	0.3387	-0.0313
O	0.2177	-0.2824	-0.4297
O	0.2591	0.1042	-0.5498
O	0.3048	-0.2523	0.1301
O	0.2549	0.1683	-0.1371
O	0.1825	0.0802	-0.3575
O	0.0517	0.056	0.0116
O	0.2522	-0.442	-0.2439
O	0.4657	0.0684	0.4558
O	0.2712	0.2735	0.0087
O	-0.2263	-0.0713	0.435
O	-0.3086	0.3856	0.5548
O	-0.1955	0.0789	-0.1881
O	-0.1911	0.2342	0.4272
O	-0.247	0.1259	-0.0446
O	0.2315	-0.078	-0.5276
O	-0.026	0.1887	0.0906
O	0.126	-0.3277	0.1933
O	0.5457	0.1803	0.1424
O	0.0557	0.3735	0.0987
O	0.1037	-0.5754	-0.1425
O	-0.1156	0.4447	0.2031
O	-0.5138	-0.2178	0.1108
O	-0.0829	-0.5834	-0.2132
O	-0.2908	0.023	0.2582
O	0.3488	-0.4102	0.0722
O	0.0161	0.5466	0.0006
O	-0.1662	0.1	0.3825
O	0.1463	0.3768	0.1388
O	-0.3839	0.2446	0.0379
O	0.195	0.2311	-0.1223
O	-0.3142	-0.2456	-0.0355
O	0.5993	-0.3174	-0.1066
O	0.5441	0.3186	0.2128
O	0.4889	-0.3618	0.2739
O	-0.1322	0.0933	0.389
O	-0.1571	0.0152	0.6959
O	0.1281	0.2553	0.4071
O	0.1618	-0.5657	-0.4856
O	-0.3099	0.7272	0.0645
O	-0.3572	0.1809	0.0003
O	0.0106	-0.0584	0.1437
O	0.1821	0.2345	-0.057
O	0.2083	-0.5349	0.2646
O	0.2911	0.2839	-0.0144
O	-0.0766	0.475	0.1955
O	0.5591	0.3238	-0.4657
O	-0.0977	-0.1788	0.0245
O	-0.3979	0.1333	0.0835
O	-0.3568	-0.3778	-0.0541
O	0.1889	0.146	0.2126
O	-0.4034	-0.0474	0.241
O	0.2624	0.1208	-0.4249
O	-0.0237	0.2876	0.0809
O	-0.114	-0.2532	-0.2971
O	0.2995	-0.4091	-0.3546
O	0.2092	-0.0269	0.3313
O	0.2424	0.0696	0.3215
O	0.1219	-0.2612	0.2988
O	0.1125	0.1583	0.2775
O	-0.065	0.3529	0.1549
O	-0.523	0.162	0.2473
O	-0.4836	-0.0069	0.1799
O	0.1703	-0.1938	-0.011
O	-0.1654	-0.0612	-0.0751
O	0.0943	-0.0987	0.2528
O	0.6848	0.2707	-0.1873
O	0.2598	-0.2699	-0.0004
O	0.2614	0.1752	0.2981
O	-0.5021	-0.2139	0.5479
O	-0.3411	0.0391	0.2689
O	0.3067	0.1639	-0.3305
O	-0.1588	0.2436	0.3571
O	-0.1708	0.0819	-0.2791
O	0.2355	-0.2853	-0.2581
O	-0.2121	-0.2702	0.0663
O	-0.0326	-0.0274	-0.2447
O	-0.2997	0.3091	-0.4649
O	-0.0339	0.0733	-0.4295
O	0.3362	0.2133	0.3986
O	-0.37	0.5307	0.0032
O	-0.2046	0.1474	-0.0963
O	0.0393	-0.3597	0.0164
O	-0.3211	0.3547	0.0013
O	0.2419	-0.1978	0.2185
O	0.1502	-0.2198	-0.3136
O	0.0442	0.5547	-0.0498
O	-0.057	0.334	0.3005
O	0.2315	-0.0124	-0.0902
O	0.1617	-0.4068	-0.1743
O	0.0714	0.0045	-0.484
O	0.3544	0.2593	-0.1937
O	-0.0223	-0.007	-0.3909
O	-0.0228	0.2391	-0.1017
O	0.0556	-0.1183	0.0359
O	-0.1589	-0.4086	0.383
O	0.2968	0.0446	-0.2157
O	-0.1896	-0.1493	-0.185
O	-0.0071	0.1814	-0.1879
O	0.0679	-0.1852	-0.2973
O	-0.0436	0.1129	-0.1764
O	0.1679	-0.0728	-0.2209
O	-0.004	-0.0247	0.2692
O	0.1523	0.2139	0.3959
O	0.2532	-0.7654	0.1315
O	-0.4255	0.116	-0.2168
O	-0.1595	0.295	0.0987
O	0.1897	0.274	-0.3488
O	-0.3908	0.0769	-0.2437
O	-0.2421	0.3085	-0.011
O	-0.4819	-0.159	0.4123
O	-0.3132	0.0307	0.1005
O	-0.1379	-0.1438	-0.0336
O	-0.2324	0.0143	-0.2627
O	0.2619	0.0599	0.1376
O	0.2661	0.0944	0.4786
O	0.2257	-0.0051	-0.3144
O	-0.344	-0.5159	0.0393
O	0.5125	-0.0958	-0.2369
O	-0.2184	0.1439	0.189
O	-0.1885	-0.3679	0.1075
O	-0.2743	0.3388	-0.2467
O	-0.2517	-0.434	-0.1325
O	0.2172	-0.1459	0.1207
O	-0.5235	-0.0778	0.2321
O	0.2596	0.0198	-0.5341
O	0.2361	-0.0019	-0.0193
O	-0.1027	0.2153	-0.3957
O	0.4127	0.0566	-0.0087
O	-0.0503	0.0976	-0.355
O	-0.2327	0.0737	-0.4086
O	0.4332	0.0508	0.1669
O	0.354	0.0838	-0.0047
O	0.0346	0.2721	-0.0383
O	-0.1993	0.1567	0.3449
O	-0.2251	-0.0532	0.1136
O	0.6025	0.1666	-0.1311
O	-0.4423	-0.3204	-0.0459
O	0.0051	-0.0943	-0.1227
O	-0.5266	-0.0544	0.1607
O	0.0978	-0.0124	0.264
O	-0.0264	-0.3287	0.0093
O	0.3778	0.2285	0.1684
O	-0.454	0.1296	0.2754
O	-0.2432	-0.5322	0.3927
O	0.3397	-0.3979	-0.4895
O	-0.0947	0.3205	-0.2079
O	-0.4014	-0.1567	0.1082
O	0.2804	-0.4312	0.2575
O	-0.0184	0.4009	-0.5357
O	0.1899	0.1365	0.5044
O	0.5045	-0.001	0.4527
O	-0.3818	0.2287	-0.1282
O	0.078	-0.0233	-0.0685
O	0.4543	-0.0555	-0.0269
O	0.2197	-0.1092	0.1106
O	0.7244	-0.0933	0.0291
O	0.2988	0.1172	0.1647
O	-0.1623	0.0013	0.0984
O	0.0958	0.4824	0.2104
O	-0.1779	-0.3908	0.3037
O	-0.1542	-0.4454	-0.0146
O	0.0287	0.0153	-0.3152
O	-0.1201	-0.2074	0.0266
O	0.0538	-0.2245	0.4329
O	-0.6327	-0.2983	-0.267
O	-0.2206	0.0705	-0.3087
O	0.3575	-0.1251	0.0761
O	0.2067	0.1685	-0.3127
O	-0.5166	-0.0663	0.0844
O	0.107	-0.5142	0.1898
O	0.0376	0.0985	-0.1448
O	-0.4799	0.2236	0.0544
O	-0.3267	0.5774	-0.3511
O	0.2708	-0.4863	0.0002
O	-0.374	-0.3219	0.1851
O	0.0697	0.4135	0.2588
O	-0.4011	0.2562	0.1988
O	-0.3965	-0.0506	-0.1524
O	0.2887	-0.1249	0.0674
O	0.0432	-0.4133	-0.3643
O	0.2918	0.0189	-0.2468
O	-0.168	-0.1559	-0.3762
O	0.2861	-0.2491	-0.3355
O	0.1745	0.2568	0.5573
O	-0.4457	0.3705	-0.0049
O	-0.0285	-0.1871	-0.4678
O	0.332	-0.1145	0.3438
O	0.1668	-0.0825	0.4515
O	0.1818	-0.2808	-0.1879
O	-0.1096	-0.5668	-0.2007
O	-0.5405	-0.2795	-0.257
O	-0.1439	0.1097	-0.3382
O	-0.3351	0.2574	-0.3153
O	0.0803	0.584	0.3011
O	-0.0191	-0.016	0.0492
O	-0.1741	-0.0971	0.5492
O	0.1534	-0.2042	-0.3757
O	0.1627	0.1241	0.0268
O	-0.3809	-0.3102	0.0098
O	0.0612	-0.2375	-0.4293
O	-0.0788	0.4063	0.3057
O	0.0965	0.1395	0.225
O	-0.2979	-0.4771	-0.4109
O	0.294	-0.4439	-0.1721
O	-0.2804	0.0029	-0.4006
O	-0.1827	0.1692	-0.4692
O	0.0357	0.6135	0.3202
O	-0.4479	-0.1759	-0.1746
O	0.2176	0.4231	0.377
O	0.1782	0.3803	0.0623
O	-0.1318	0.1342	-0.5737
O	-0.2373	0.2917	-0.1254
O	-0.0289	-0.0279	0.1384
O	0.2361	0.3886	0.4717
O	-0.1212	0.0171	0.5282
O	-0.0955	0.4499	0.4054
O	0.1552	-0.1937	0.5638
O	0.3811	0.0154	0.0798
O	-0.2456	0.3628	0.2693
O	0.0104	0.382	0.1982
O	0.1586	-0.3985	0.1623
O	0.6991	-0.1093	-0.3458
O	0.1788	-0.4157	0.05
O	0.446	-0.077	0.5858
O	0.1167	-0.2365	-0.3416
O	0.1647	-0.0486	-0.2911
O	-0.227	0.3561	-0.0045
O	-0.5343	0.3746	0.0911
O	0.3085	0.3269	-0.0589
O	-0.0987	0.6752	0.2666
O	-0.5496	0.1001	-0.2105
O	-0.1599	0.3501	0.1125
O	-0.2477	0.3198	0.2704
O	0.4852	-0.1862	0.0683
O	-0.4451	0.1226	-0.4457
O	0.5084	0.0642	0.2688
O	-0.5328	-0.3006	-0.1515
O	-0.1623	0.3678	-0.0091
O	-0.0659	-0.2955	0.3424
O	-0.043	-0.5239	-0.2158
O	-0.1354	0.1159	-0.2243
O	0.1557	-0.5293	0.3694
O	-0.5546	-0.115	0.2222
O	0.0075	-0.2405	-0.0493
O	-0.0388	0.2959	0.422
O	-0.1502	-0.1849	-0.2636
O	0.0851	0.2577	-0.3677
